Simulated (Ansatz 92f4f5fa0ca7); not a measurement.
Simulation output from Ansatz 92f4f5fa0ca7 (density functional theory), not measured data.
Periodic cell of 215 atoms, Si132O82B1, from a study of silicon, its oxide and their interface. The atomic structure is a simulated model.
Doubt: the cutoff is far below the 930 eV that the study's wrapper takes by default for these files, so forces and energies are approximate.
This geometry differs little from another in the collection (a relaxation step or a small displacement).

Settings: functional PBE; potential files Ansatz PAW; basis plane waves; wave-function cutoff 580 eV; density cutoff ratio 5; exchange-correlation grid ratio 1; k mesh 1 x 1 x 1, Gamma-centred; self-consistency stop 5e-08 eV per atom in the density residual; occupations fixed; spin none; net charge -1 e, with a uniform compensating background and no finite-size correction.

Cell vectors (angstrom)
a 10.938 0 0
b 0 10.938 0
c 0 0 31.5432

Atoms: element, x, y, z (angstrom)
Si 10.4322 0.578 24.3545
Si 6.0428 10.5039 24.1683
Si 2.1285 3.2517 24.0945
Si 8.7023 2.2592 24.3215
Si 0.5 5.0555 24.1793
Si 5.0485 5.8963 24.2048
Si 3.3948 7.6515 24.173
Si 7.8282 8.83 24.0098
Si 1.3398 1.4839 25.4678
Si 6.9195 1.3031 25.516
Si 4.0238 4.1045 25.3391
Si 9.6659 4.0974 25.4367
Si 1.4961 6.8179 25.3832
Si 6.8936 6.9475 25.2533
Si 4.228 9.5319 25.3597
Si 9.5257 9.6452 25.4513
Si 2.7751 0.0084 26.6581
Si 8.2217 -0.0256 26.9625
Si 0.0147 2.7701 26.9345
Si 5.4459 2.7376 26.6802
Si 2.7555 5.4403 26.8547
Si 8.2228 5.5253 26.644
Si 0.038 8.2146 26.6676
Si 5.552 8.1972 26.8117
Si 4.1045 1.3703 28.088
Si 9.5925 1.3717 28.2596
Si 1.389 4.1233 28.2565
Si 6.8318 4.1375 28.0412
Si 4.1547 6.824 28.1646
Si 9.5926 6.8546 28.0699
Si 1.3879 9.5945 28.0672
Si 6.8447 9.5376 28.259
Si 0.0454 -0.0188 29.556
Si 5.4404 0.0159 29.5091
Si 2.765 2.7098 29.5451
Si 8.1676 2.7742 29.4929
Si -0.022 5.5098 29.5164
Si 5.5043 5.4509 29.5279
Si 2.745 8.2187 29.4663
Si 8.2504 8.1648 29.5517
Si 1.393 1.3615 30.9338
Si 6.8116 1.3837 30.8578
Si 4.1211 4.0899 30.9097
Si 9.5461 4.124 30.8615
Si 1.3666 6.8666 30.8539
Si 6.8639 6.8091 30.9207
Si 4.0841 9.583 30.8674
Si 9.5953 9.551 30.9244
Si 2.7451 -0.0286 0.7511
Si 8.1647 0.0045 0.6909
Si -0.0335 2.7591 0.6967
Si 5.4738 2.7083 0.7359
Si 2.7063 5.4828 0.6901
Si 8.2165 5.4346 0.7544
Si 0.0312 8.182 0.7465
Si 5.4601 8.219 0.6903
Si 4.1214 1.3314 2.1102
Si 9.5202 1.3823 2.0453
Si 1.3121 4.1435 2.0831
Si 6.846 4.0531 2.1049
Si 4.0588 6.8773 2.0447
Si 9.6047 6.7929 2.1042
Si 1.3796 9.5489 2.1235
Si 6.8076 9.5757 2.1005
Si -0.0608 -0.0014 3.3702
Si 5.4416 -0.0338 3.5628
Si 2.6823 2.717 3.3592
Si 8.1857 2.6832 3.5258
Si -0.0123 5.4775 3.589
Si 5.4402 5.4854 3.3298
Si 2.737 8.1947 3.5425
Si 8.2293 8.1874 3.3982
Si 1.2949 1.3525 4.7094
Si 6.8535 1.2879 4.9495
Si 4.0441 4.1356 4.6424
Si 9.5324 4.0434 4.9315
Si 1.3197 6.9311 4.9839
Si 6.8224 6.809 4.6929
Si 4.0296 9.59 4.9899
Si 9.5871 9.5519 4.779
Si 2.419 -0.0447 6.2557
Si 8.2667 -0.1346 6.302
Si -0.0422 2.6002 6.229
Si 5.3427 2.7498 6.0422
Si 2.7313 5.4388 6.1534
Si 8.102 5.4542 6.1818
Si 0.0793 8.4843 6.3645
Si 5.5468 8.1538 6.1696
Si 3.4284 1.8933 7.1396
Si 10.1838 0.6561 7.4789
Si 1.7529 3.6374 7.3298
Si 6.203 4.499 7.3711
Si 4.6424 6.2879 7.2568
Si 9.2196 7.2277 7.291
B 0.8982 10.1922 7.5627
Si 7.4225 8.8736 7.4767
O 4.5915 6.5632 8.8962
O 1.3782 3.9586 8.9334
O 9.7399 6.5139 8.714
O 1.255 10.0738 8.9735
O 6.0668 4.1818 9.0158
O 3.8287 1.7378 8.7303
O 7.1554 8.9284 9.1397
O 9.7162 0.9764 9.0675
O 8.243 2.5418 22.7558
O 10.9967 5.5496 22.6515
O 5.6253 0.0982 22.6548
O 5.2827 5.3968 22.6345
O 2.1543 2.8142 22.4806
O 3.3277 7.8612 22.516
O 8.3814 8.7463 22.4242
O -0.1603 11.2328 22.7653
Si 2.1591 2.9732 12.8619
Si 8.7151 1.2725 10.302
Si 1.0677 4.5008 15.3321
Si 7.5326 5.5515 12.166
Si 2.4159 8.1839 21.215
Si 5.3953 7.7845 12.433
Si 9.2852 0.4648 15.4669
Si 2.9303 -0.0367 16.6529
Si 10.4643 1.1703 12.5724
Si 7.7645 2.8327 21.2452
Si 9.1728 8.7918 14.4149
Si 1.4624 4.7797 10.3304
Si 4.4847 9.4881 19.1401
Si 11.0741 6.0989 21.1239
Si 6.6389 10.4396 14.8238
Si 5.3896 0.7325 21.1866
Si 2.2892 9.8099 10.1917
Si 0.4298 10.6408 21.3955
Si 5.8481 5.2568 21.1302
Si 3.6171 7.0965 10.0564
Si 9.0483 5.6967 14.8162
Si 3.6631 4.0833 19.0807
Si 10.0287 3.6649 19.3191
Si 4.2768 8.6646 15.3461
Si 0.461 1.9221 17.1543
Si 6.796 7.5367 19.2552
Si 5.2608 3.6239 16.7217
Si 7.7886 5.0226 17.5162
Si 6.667 9.9047 10.3455
Si 4.3932 1.0383 10.0479
Si -0.0371 9.0902 11.8364
Si 9.1018 8.6359 20.9537
Si 4.5629 1.6633 14.558
Si 2.4483 2.0923 21.0514
Si 6.3588 3.284 10.3402
Si 3.43 5.9187 16.7157
Si 9.8636 6.5246 10.3207
O 0.1176 2.624 18.5879
O 2.9467 9.6337 15.5814
O 10.8569 4.8097 20.145
O 7.6169 2.3769 9.8546
O 10.9202 5.3476 10.7976
O 6.5493 6.6928 12.811
O 10.2609 8.0599 10.7544
O 7.6956 9.4587 13.9733
O 8.4011 6.1873 10.9531
O 5.3552 10.4838 20.084
O 2.1735 3.7588 11.4227
O 7.9776 8.5482 19.7664
O 6.2079 6.7347 20.5539
O 5.5155 2.7168 15.392
O 1.3056 0.934 20.7086
O 6.0575 9.0492 11.6154
O 4.611 4.9846 16.0936
O 6.5996 3.9128 17.6128
O 10.5063 10.6674 11.8146
O 5.5935 0.4919 13.9824
O 8.0294 5.1245 15.9266
O 9.7719 9.8313 15.5372
O -0.3972 5.1408 15.107
O 1.5702 6.8375 20.8057
O 1.5174 0.6462 17.1749
O 6.5969 1.7705 20.8151
O 1.0154 1.7976 12.8076
O 3.2423 5.4928 18.3095
O 9.5315 2.0106 11.5375
O 1.023 3.1143 16.1944
O 8.5669 5.147 13.3671
O 10.3239 8.5737 13.2771
O 1.4459 9.404 21.681
O 10.0772 9.9404 20.6195
O 3.1279 0.2104 10.7193
O 5.1327 2.287 10.8477
O 1.7547 4.1412 13.9157
O 7.9097 10.8626 10.8286
O 9.1325 4.4694 18.2264
O 5.662 9.4884 15.7553
O 5.5195 -0.0799 9.7
O 3.5949 2.2998 13.3799
O 1.9744 5.6576 16.0352
O 9.7157 1.089 14.0214
O 4.3244 6.9953 11.512
O 4.7562 4.4963 20.2053
O 9.9663 1.3393 16.6375
O 6.7033 4.2542 11.6228
O 5.5863 8.4094 18.5844
O 9.0705 2.7426 20.2703
O 3.6196 1.1344 15.7743
O 4.2275 3.0781 17.894
O 9.9185 7.223 20.9008
O 3.3286 8.6552 9.6909
O 3.9454 7.4256 16.368
O 7.6516 0.4736 15.6837
O 8.9547 7.3117 15.0169
O 3.9328 1.4432 21.1539
O 1.5683 9.1513 11.5369
O 2.3003 6.1584 10.1257
O 7.3507 6.4616 18.1559
O 7.2127 4.3647 21.1299
O 4.5594 8.2313 13.7884
O 3.3322 8.6642 19.9597
O 2.5002 3.2385 19.8676
O 3.7505 10.3721 17.9734

Results
free energy: -130699.451 eV
free energy less fixed offsets of B -154.04, O -568.88, Si -635.61 eV per atom: 3.269 eV

Forces (eV/angstrom), in the order of the atoms: element, x, y, z
Si 0.0086 -0.0078 -0.0149
Si -0.0041 0.0098 -0.0151
Si 0.0046 -0.0082 -0.0184
Si -0.01 0.0045 -0.0165
Si -0.0057 0.005 -0.0144
Si 0.0052 -0.0094 -0.0182
Si -0.0043 0.0036 -0.0176
Si 0.0044 -0.003 -0.0191
Si 0.0052 -0.004 -0.0064
Si -0.0072 0.003 -0.0074
Si -0.001 -0.0021 -0.0031
Si -0.0017 0.0057 -0.0072
Si -0.0049 0.0018 -0.003
Si 0.0036 -0.0007 -0.0005
Si -0.0001 0.0034 -0.001
Si 0.0038 -0.0061 -0.0085
Si -0.0039 -0.0022 0.0058
Si 0.0006 -0.0002 0.0251
Si -0.0017 -0.001 0.0216
Si 0.002 0.0032 0.0035
Si 0.0088 0.0028 0.0142
Si -0.0046 -0.0015 0.0063
Si 0.002 0.0018 0.0045
Si -0.0022 -0.0059 0.0101
Si 0.003 -0.002 -0.0082
Si 0.0003 0.0031 -0.0043
Si -0.0064 0.0028 -0.0032
Si -0.001 0.0057 -0.0096
Si 0.0035 -0.0033 -0.0133
Si 0.0015 -0.0013 -0.0105
Si 0.0026 -0.0017 -0.0072
Si 0.0059 0.0049 -0.0049
Si -0.0011 0.0051 0.0029
Si 0.0026 -0.0041 0.0064
Si -0.0033 0.0053 0.0037
Si 0.0057 -0.0047 0.0054
Si 0.0062 -0.0043 0.0048
Si -0.0005 0.0036 0.0007
Si 0 0.0018 0.0086
Si -0.006 0.0032 0.0028
Si -0.0033 -0.0045 -0.0015
Si 0 0.003 -0.003
Si 0.0046 -0.0012 -0.0032
Si -0.0033 0.0021 -0.0048
Si -0.0006 0 -0.0021
Si 0.0015 -0.0061 -0.0036
Si -0.0001 -0.0027 -0.0034
Si 0.0026 0.0001 -0.0008
Si 0.0069 -0.0005 0.0043
Si -0.0026 0.0036 0.0051
Si -0.0004 0.0082 0.0016
Si 0.0021 -0.0034 0.0004
Si -0.0082 0.0036 0.0031
Si 0.0067 -0.0005 -0.0016
Si 0.0006 -0.0083 0.0039
Si -0.0034 0.0107 0.0014
Si -0.0065 0.0019 -0.0047
Si 0.0104 -0.0114 0.0006
Si 0.0009 -0.0071 -0.0045
Si -0.006 0.0044 -0.0107
Si 0.0092 -0.0069 -0.0001
Si 0.0008 0.0063 -0.0042
Si -0.009 0.0078 -0.0045
Si -0.0006 -0.0089 -0.0051
Si 0.0009 0.0023 -0.0056
Si 0.0011 0.0008 0.003
Si -0.0087 -0.0116 0.0305
Si 0.0031 -0.0052 0.0144
Si 0.0012 0.011 0.0051
Si -0.0115 0.0017 0.011
Si -0.0028 -0.0042 0.011
Si 0.0221 0.0217 0.0318
Si 0.0087 0.0153 -0.0093
Si 0.0004 0.0079 -0.0005
Si -0.0012 0.0027 -0.0213
Si 0.0044 -0.003 0.0042
Si -0.0048 -0.0094 -0.0176
Si 0.0008 0.0023 -0.0088
Si 0.0047 -0.0116 -0.0043
Si -0.0309 -0.0111 -0.027
Si 0.0538 0.0514 -0.0192
Si -0.0171 -0.028 -0.0203
Si -0.0144 0.003 -0.0099
Si -0.0041 -0.0022 0.0162
Si 0.0064 -0.0035 -0.0027
Si -0.0015 0.0111 0.02
Si 0.029 0.0575 0.0671
Si -0.0005 -0.0014 0.0058
Si 0.0261 -0.0043 0.023
Si 0.0503 0.0224 0.064
Si -0.0189 0.0093 0.0297
Si 0.003 -0.007 0.019
Si 0.0004 -0.0019 0.0212
Si 0.0196 -0.0329 0.0131
B -0.1062 -0.1009 0.0313
Si -0.0182 0.023 0.0239
O 0.0098 -0.0072 -0.0218
O 0.0033 -0.0108 -0.0312
O -0.0116 0.0128 -0.0435
O -0.0149 0.012 -0.0722
O 0 0.0065 -0.0178
O 0.0052 -0.0081 -0.0198
O 0.0096 -0.0044 -0.0236
O 0.0214 -0.0169 -0.058
O 0.0093 -0.0073 0.0222
O 0.0047 -0.0106 0.0204
O 0.0071 -0.011 0.0189
O -0.0087 0.008 0.0246
O -0.0033 0.011 0.0233
O 0.0095 -0.0054 0.0227
O -0.0124 0.003 0.0242
O -0.0093 0.0098 0.0223
Si 0.0018 -0.0087 -0.0033
Si -0.0134 0.007 0.013
Si -0.0006 -0.0014 -0.0022
Si -0.0012 0.0086 -0.0113
Si -0.0047 0.0031 -0.0051
Si 0.0035 0.0005 -0.0035
Si -0.0036 0.0015 0.0022
Si -0.0031 -0.0005 -0.0071
Si 0.0103 -0.0073 -0.001
Si 0 0.0051 -0.007
Si -0.0099 0.0001 -0.0073
Si 0.0086 -0.0019 0.0102
Si -0.0005 0.0022 0.001
Si -0.0009 0.0017 -0.0056
Si 0.0006 0.0031 -0.0102
Si -0.0069 0.0004 -0.0044
Si 0.0052 -0.008 0.0215
Si 0.0065 -0.0061 -0.0008
Si 0.0033 -0.0009 -0.0099
Si -0.0123 -0.0051 0.0115
Si 0.006 0.005 -0.0011
Si -0.002 0.0038 -0.0027
Si 0.0011 -0.0023 0.0018
Si -0.006 0.0061 0.0017
Si 0.0024 -0.0013 -0.0033
Si -0.0015 -0.0017 0.0031
Si -0.0024 0.0011 -0.001
Si -0.0026 -0.0042 0.0035
Si -0.0078 0.0113 0.0087
Si 0.0106 0.0132 -0.0163
Si -0.0082 0.0173 -0.0017
Si 0.0042 -0.0038 -0.0043
Si 0.0012 -0.004 -0.0036
Si 0.0052 -0.0022 -0.0056
Si 0.0084 -0.0072 0.0032
Si 0.0005 -0.002 -0.0026
Si -0.0027 0.0002 0.0196
O -0.0041 0.0026 -0.0013
O 0.0028 -0.0041 0.0057
O 0.0031 0.0079 0.0009
O 0.0022 0.0061 0.0178
O -0.0009 0.0027 0.0017
O 0.0036 -0.0045 0.0016
O -0.0013 -0.011 0.001
O 0.0021 -0.0024 0.0079
O 0.0048 -0.0008 0.0048
O 0.0017 0.0078 0.0021
O -0.0064 0.0162 -0.0069
O 0.0072 0.0011 0.0011
O -0.0025 -0.0064 -0.0009
O 0.0009 -0.0019 0.0026
O -0.0028 -0.0035 -0.0025
O 0.0059 0.0122 -0.0143
O 0.0001 0.0006 0.0033
O 0.002 0.0011 -0.0028
O 0.0045 -0.0121 0.012
O -0.0005 -0.0004 0.0087
O 0.0019 0.0011 -0.0017
O 0.0029 -0.0025 0
O -0.006 0.0019 0.0045
O 0 0.0006 -0.0041
O -0.0034 0.0016 0.0009
O 0.0018 -0.0007 -0.0032
O -0.0082 -0.004 0.0089
O 0.0011 -0.0023 0
O -0.0172 -0.0039 -0.0114
O -0.0024 0.0004 0.0011
O -0.0091 0.002 -0.0009
O 0.0075 0.0026 -0.0068
O -0.0009 0.0018 -0.0081
O 0.0016 0.0006 -0.0031
O 0.0058 -0.002 -0.0034
O -0.0032 -0.0146 -0.0154
O 0.0009 -0.0052 -0.0002
O -0.0111 -0.0023 -0.0047
O 0.0033 -0.0026 -0.0001
O -0.0009 -0.0032 0.0021
O -0.0045 0.0134 0.0117
O -0.0076 0.0038 0.0023
O -0.0005 -0.0016 0.0008
O 0.0074 0.0039 -0.0099
O -0.0111 -0.0001 -0.01
O 0.0078 0.0036 0.0024
O 0.0021 -0.0031 -0.0022
O -0.0064 -0.0104 -0.0052
O 0 0.0004 -0.0016
O -0.0078 -0.0021 0.0007
O 0.0027 0.0041 0.002
O -0.0013 -0.0004 0.0015
O 0.0003 0.0007 -0.0055
O -0.0061 0.0106 0.0044
O 0.0014 0.0029 -0.002
O 0.001 0 0.0027
O 0.0021 -0.0021 -0.0008
O 0.0029 -0.0008 -0.0066
O 0.0005 0.0084 -0.0077
O 0.0085 0.0047 0.0111
O -0.0013 0.005 0.0009
O -0.0001 -0.0038 -0.0048
O 0.007 -0.0049 -0.0081
O -0.0057 -0.0049 0.0015
O -0.0026 -0.0074 0.0021
O 0.0056 -0.0048 0.0055

The program warned: the cutoff lies below the one the program advises for these potential files; the exchange-correlation potential is rough where the density is thin.
